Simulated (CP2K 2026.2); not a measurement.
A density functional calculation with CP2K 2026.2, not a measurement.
Periodic cell of 504 atoms, Si360O144, from a study of silicon, its oxide and their interface. The atomic structure is a simulated model.
Doubt: the forces sum to 0.89 eV/angstrom along one axis rather than to zero, so they err by at least 0.0018 eV/angstrom per atom on average; the grid cutoff is modest.

Settings
functional: PBE
method: Gaussian and plane waves
basis set: DZVP-MOLOPT-SR-GTH
pseudopotentials: GTH-PBE
grid cutoff: 350 Ry, relative cutoff 50 Ry
k points: Gamma only
occupations: fixed
spin: none
net charge: 0

Cell vectors (angstrom)
a	16.32	0	0
b	0	16.32	0
c	-4.7755	6.4886	33.7583

Atoms and the computed forces on them: element, x, y, z (angstrom), force x, y, z (eV/angstrom)
Si	1.003	15.198	0.052	0.153	-0.204	0.781
Si	-1.198	8.089	33.561	0.455	-0.27	0.685
Si	1.449	3.955	0.097	-0.218	0.158	0.753
Si	4.339	6.546	0.092	-0.096	0.109	0.709
Si	-3.499	16.433	33.717	0.1	-0.347	0.648
Si	4.32	12.223	0.129	-0.189	0.066	0.702
Si	7.113	14.756	0.031	-0.105	0.149	0.714
Si	9.834	1.158	0.047	-0.156	0.092	0.754
Si	1.764	10.761	33.745	0.126	-0.18	0.708
Si	9.814	6.536	0.105	-0.098	-0.031	0.706
Si	6.446	9.906	0.053	0.076	-0.182	0.744
Si	9.209	12.435	0.107	0.179	0.002	0.694
Si	12.041	15.29	0.157	-0.037	-0.195	0.691
Si	15.09	1.081	0.104	-0.074	0.243	0.737
Si	7.201	10.744	33.708	0.269	-0.082	0.708
Si	14.786	6.981	0.056	0.242	-0.183	0.796
Si	12.525	9.173	0.121	-0.144	0.171	0.776
Si	15.15	11.866	0.303	0.034	0.154	0.727
Si	2.637	16.337	1.288	-0.013	-0.012	-0.058
Si	5.339	2.631	1.154	-0.035	0	-0.045
Si	2.729	5.433	1.378	-0.009	-0.014	-0.05
Si	5.433	8.204	1.344	0.005	-0.007	-0.048
Si	2.741	11.022	1.416	0.019	0.011	-0.031
Si	5.529	13.7	1.418	0.014	-0.003	-0.049
Si	8.245	16.317	1.342	0.021	-0.004	-0.063
Si	10.903	2.74	1.389	0.008	-0.007	-0.048
Si	8.14	5.411	1.31	0.007	-0.001	-0.014
Si	10.921	8.094	1.443	-0.005	-0.002	-0.077
Si	8.075	10.903	1.425	0.004	-0.012	-0.045
Si	10.868	13.601	1.323	0.016	0.002	-0.05
Si	13.57	16.359	1.534	0.011	-0.009	-0.044
Si	-0.072	2.709	1.367	0.002	-0.018	-0.059
Si	13.581	5.398	1.312	-0.01	0.015	-0.051
Si	0.145	8.181	1.206	-0.027	0.026	-0.052
Si	13.597	10.717	1.54	-0.015	-0.012	-0.051
Si	-0.047	13.592	1.407	-0.026	0.013	-0.02
Si	1.327	1.366	2.72	0.003	0.004	0.046
Si	4.082	4.005	2.664	0.02	-0.02	0.048
Si	1.387	6.83	2.681	-0.022	0.01	0.004
Si	4.045	9.534	2.718	0	0.02	0.009
Si	1.367	12.317	2.787	-0.001	-0.007	0.022
Si	4.062	15.031	2.666	-0.03	-0.023	0.016
Si	6.763	1.351	2.585	0.009	0.03	-0.002
Si	9.473	4.057	2.711	0.002	0.007	0.02
Si	6.834	6.84	2.679	0.005	-0.01	0.02
Si	9.504	9.51	2.694	-0.005	-0.002	0.015
Si	6.789	12.282	2.817	0.022	0.014	0.033
Si	9.556	14.956	2.755	-0.002	-0.006	0.021
Si	12.255	1.452	2.82	-0.02	0.01	0.032
Si	14.92	4.077	2.714	0.001	0.01	0.012
Si	12.275	6.737	2.778	0.02	-0.018	0.034
Si	15.064	9.396	2.762	0.038	-0.044	0.055
Si	12.217	12.221	2.707	-0.001	0.012	0.012
Si	14.913	14.917	2.794	0.012	-0.008	0.038
Si	-0.012	16.309	4.092	-0.004	0.014	-0.015
Si	2.715	2.707	4.072	-0.007	0.013	-0.003
Si	0.001	5.455	4.029	0.004	-0.003	-0.004
Si	2.712	8.169	4.084	0	0.027	-0.003
Si	0.021	10.871	4.091	-0.024	0.014	-0.014
Si	2.747	13.665	4.093	-0.005	0.009	0.017
Si	5.437	16.354	4.032	0.015	-0.004	-0.009
Si	8.102	2.693	4.027	0.002	-0.008	0.011
Si	5.449	5.425	4	-0.005	0.004	-0.023
Si	8.169	8.162	4.082	-0.005	-0.004	0.011
Si	5.41	10.884	4.1	-0.001	0.006	-0.012
Si	8.184	13.622	4.133	0.006	0.001	-0.009
Si	10.888	16.343	4.108	0	-0.021	-0.016
Si	13.613	2.771	4.159	-0.011	-0.002	0.012
Si	10.856	5.406	4.09	0.008	-0.004	-0.012
Si	13.659	8.087	4.121	0.013	-0.003	-0.006
Si	10.857	10.873	4.067	0.006	-0.007	0.001
Si	13.559	13.556	4.116	-0.003	-0.003	0.022
Si	1.354	14.984	16.358	0.002	-0.003	-0.006
Si	4.073	17.678	16.362	0.001	-0.014	-0.007
Si	1.353	4.018	16.348	-0.018	0.005	0.006
Si	4.063	6.777	16.323	-0.007	-0.006	-0.004
Si	1.343	9.498	16.329	0.005	-0.021	-0.003
Si	4.077	12.253	16.279	0.011	0.002	-0.013
Si	6.798	14.985	16.305	-0.001	-0.01	-0.01
Si	9.545	17.688	16.276	0.009	-0.004	-0.013
Si	6.773	4.089	16.323	-0.003	0.004	-0.004
Si	9.518	6.798	16.295	-0.001	0.012	-0.011
Si	6.788	9.498	16.278	-0.001	-0.003	-0.003
Si	9.548	12.28	16.279	0.005	0.01	-0.012
Si	12.263	14.973	16.334	0.003	0.015	0.006
Si	-1.338	17.677	16.379	0.001	-0.001	-0.009
Si	12.26	4.078	16.341	-0.001	0.008	-0.01
Si	-1.387	6.77	16.273	0	0.017	-0.015
Si	12.244	9.524	16.281	0.003	-0.008	-0.006
Si	-1.336	12.253	16.332	-0.004	0.011	-0.009
Si	2.681	16.361	17.75	-0.01	0.001	0
Si	5.441	19.041	17.714	0.004	0.017	0.022
Si	2.73	5.367	17.673	0.02	0.005	0.011
Si	5.43	8.143	17.665	0.015	0.01	-0.005
Si	2.737	10.882	17.633	-0.017	0.014	-0.019
Si	5.403	13.639	17.638	0.011	0.004	0.011
Si	8.211	16.329	17.632	-0.01	0.003	-0.015
Si	10.863	19.047	17.664	0	-0.009	0.011
Si	8.129	5.471	17.656	0.004	-0.008	-0.009
Si	10.903	8.147	17.63	-0.014	0.006	0.02
Si	8.168	10.897	17.556	-0.016	-0.003	-0.005
Si	10.9	13.62	17.691	-0.014	-0.01	0.007
Si	13.613	16.321	17.727	-0.004	-0.002	0.025
Si	0.017	19.009	17.794	0.011	0.003	0.006
Si	13.66	5.408	17.704	0.008	-0.007	0.01
Si	-0.078	8.126	17.642	0.005	0.013	0.002
Si	13.589	10.892	17.643	0.01	-0.017	0.001
Si	0.031	13.594	17.722	0.009	-0.004	0.013
Si	1.385	17.705	19.238	0.015	-0.013	0.007
Si	4.08	4.052	19.127	-0.028	0.008	-0.006
Si	1.251	6.677	18.922	-0.017	-0.046	-0.035
Si	4.079	9.531	18.99	0.015	0.016	-0.02
Si	1.426	12.206	19.049	0.009	0.003	-0.023
Si	4.03	14.964	19.05	0.001	-0.034	-0.015
Si	6.899	17.696	18.992	0.011	0.012	-0.017
Si	9.478	4.104	18.988	-0.013	0.01	-0.034
Si	6.773	6.799	19.055	0	0.001	-0.004
Si	9.522	9.556	18.905	0.007	0.003	-0.048
Si	6.816	12.262	18.891	0.004	0.006	-0.043
Si	9.544	15.002	19.039	0.007	0.004	-0.007
Si	12.224	17.718	19.045	0.01	-0.01	-0.035
Si	-1.34	4.05	19.161	-0.024	0.03	-0.011
Si	12.28	6.787	18.992	0.006	0.019	-0.022
Si	-1.41	9.528	19.008	-0.003	-0.009	-0.022
Si	12.255	12.237	19.036	-0.002	0.007	-0.008
Si	-1.334	14.945	19.091	-0.011	0.02	-0.038
Si	-0.006	16.296	20.542	-0.016	-0.013	0.067
Si	2.766	19.066	20.66	0.02	0.001	0.079
Si	0.067	5.363	20.538	0.032	-0.003	0.049
Si	2.599	8.102	20.117	0	-0.002	0.043
Si	0.022	10.831	20.345	-0.013	-0.007	0.045
Si	2.746	13.555	20.486	0.012	0.024	0.04
Si	5.511	16.327	20.259	-0.002	-0.015	0.041
Si	8.181	19.089	20.425	-0.011	-0.008	0.04
Si	5.468	5.422	20.474	0.029	-0.013	0.028
Si	8.15	8.253	20.276	-0.006	0.013	0.033
Si	5.489	10.928	20.278	-0.002	-0.011	0.054
Si	8.162	13.592	20.289	-0.019	-0.021	0.052
Si	10.876	16.37	20.429	-0.001	0.022	0.053
Si	-2.793	19.071	20.49	-0.018	-0.004	0.066
Si	10.872	5.441	20.293	-0.008	-0.006	0.044
Si	-2.76	8.178	20.393	-0.013	0	0.042
Si	10.854	10.875	20.327	-0.022	0.002	0.08
Si	-2.704	13.546	20.433	0.017	0.018	0.061
Si	1.092	14.61	21.8	0.162	0.198	-0.718
Si	4.517	17.848	21.699	-0.237	0.036	-0.713
Si	1.718	4.413	22.08	-0.278	-0.353	-0.744
Si	3.781	6.687	21.477	0.17	-0.125	-0.668
Si	1.099	9.137	21.56	0.043	0.203	-0.766
Si	4.467	12.458	21.708	-0.264	-0.059	-0.679
Si	6.603	14.75	21.577	0.155	0.062	-0.741
Si	9.769	17.997	21.761	-0.084	-0.197	-0.772
Si	6.638	20.175	21.853	0.124	0.234	-0.697
Si	9.703	7.046	21.488	-0.103	-0.046	-0.733
Si	7.097	9.885	21.598	-0.109	-0.225	-0.802
Si	9.314	12.065	21.629	0.172	0.167	-0.776
Si	12.456	15.16	21.675	-0.207	-0.146	-0.835
Si	-1.694	17.422	21.758	0.184	0.169	-0.808
Si	11.919	20.288	21.785	0.238	0.074	-0.719
Si	-1.176	6.998	21.645	-0.139	-0.196	-0.757
Si	11.888	9.264	21.671	0.227	0.095	-0.769
Si	-1.117	12.344	21.711	-0.193	-0.107	-0.681
Si	5.057	8.274	26.452	-0.008	0.08	-0.01
Si	8.936	9.255	31.587	-0.086	-0.008	0.101
Si	-2.631	5.368	23.93	-0.187	0.029	-0.137
Si	2.005	15.327	30.915	-0.132	0.042	0.063
Si	5.768	18.453	31.218	-0.011	-0.004	0.062
Si	4.132	20.649	29.597	-0.011	0.035	0.058
Si	10.698	12.061	26.12	-0.027	-0.026	-0.008
Si	12.183	16.127	28.507	-0.029	0.004	0.011
Si	5.502	8.151	23.487	0.119	0.011	-0.001
Si	8.548	19.841	31.986	-0.053	0.061	0.106
Si	6.96	15.839	30.878	0.035	-0.014	0.092
Si	6.529	20.336	27.995	-0.112	0.039	0.029
Si	-1.303	11.142	24.584	0.003	-0.016	-0.166
Si	4.599	13.933	31.009	0.024	0.081	0.053
Si	3.298	9.029	31.556	0.01	-0.025	0.166
Si	12.356	7.087	26.117	0.008	0.068	-0.022
Si	-1.5	14.91	28.433	-0.017	0.057	-0.014
Si	12.146	8.167	28.919	0.047	0.054	0.003
Si	2.19	6.19	30.983	0.04	0.011	0.072
Si	-1.442	18.854	24.554	-0.158	-0.042	-0.107
Si	0.151	6.435	28.72	-0.011	0.012	0.021
Si	8.384	16.126	23.826	0.084	-0.058	-0.156
Si	3.715	11.85	24.631	0.032	-0.035	-0.1
Si	5.478	11.202	27.082	0.042	0.03	-0.094
Si	-1.674	8.155	30.555	0.032	-0.116	0.181
Si	7.607	6.495	26.627	0.035	0.133	0.068
Si	0.127	17.207	29.227	-0.087	0.064	0.087
Si	3.696	11.292	29.627	0.006	-0.011	0.042
Si	7.231	15.886	26.554	-0.004	-0.088	-0.017
Si	7.74	5.96	23.692	-0.002	-0.115	-0.036
Si	12.263	9.83	24.699	0.086	0.022	-0.104
Si	11.481	21.069	27.451	0.082	-0.02	0.044
Si	2.311	18.972	27.776	-0.021	-0.158	-0.033
Si	-2.249	20.018	31.668	0.01	-0.018	0.13
Si	-3.311	18.64	26.873	0.061	0.085	0.142
Si	11.108	11.587	31.619	-0.022	-0.03	0.204
Si	1.416	19.282	24.867	0.078	0.224	-0.092
Si	-1.319	11.01	29.598	-0.101	-0.003	0.043
Si	3.528	17.177	24.428	0.073	-0.049	-0.066
Si	-2.093	20.731	28.668	-0.102	-0.087	-0.024
Si	1.521	9.702	24.49	0.006	0.026	-0.164
Si	9.091	15.285	28.755	-0.018	-0.037	-0.019
Si	7.971	13.041	27.139	0.023	0.148	0.015
Si	9.096	7.401	29.152	-0.047	0.12	0.03
Si	4.946	17.807	26.881	-0.085	-0.009	0.104
Si	1.259	10.955	28.125	-0.036	0.073	0.063
Si	-0.548	13.652	31.004	-0.087	0.131	0.022
Si	2.167	14.625	24.728	-0.111	-0.064	-0.139
Si	10.615	13.914	23.854	-0.102	-0.024	-0.206
Si	2.079	8.157	26.904	-0.073	-0.005	-0.032
Si	0.102	13.167	26.424	0.063	-0.015	-0.05
Si	9.013	20.749	29.382	0.007	0.061	-0.131
Si	-2.542	17.246	30.974	0.183	-0.081	0.052
Si	12.124	11.345	28.822	-0.016	-0.133	0.025
Si	1.366	14.983	5.458	-0.003	-0.008	0.008
Si	4.086	1.367	5.429	-0.006	-0.002	0.005
Si	1.36	4.091	5.405	-0.019	-0.001	0.011
Si	4.09	6.781	5.394	0.004	-0.001	0.003
Si	1.373	9.525	5.46	-0.013	-0.01	0.001
Si	4.072	12.262	5.451	0.002	-0.009	0.009
Si	6.785	14.989	5.429	-0.01	0.001	0.002
Si	9.478	1.361	5.425	-0.004	0.014	0.003
Si	6.79	4.083	5.403	-0.008	0.005	0.002
Si	9.521	6.797	5.438	0.007	-0.005	0.013
Si	6.795	9.521	5.434	0.002	0.002	0.01
Si	9.526	12.231	5.463	0.007	0.007	0.01
Si	12.232	14.96	5.46	0.003	0.005	0.007
Si	14.968	1.363	5.459	0.01	-0.001	0.015
Si	12.215	4.091	5.487	0.005	0.02	0.01
Si	14.99	6.754	5.481	-0.008	-0.009	0.011
Si	12.256	9.504	5.406	0.003	0.009	-0.01
Si	14.952	12.21	5.448	0.019	-0.001	0.008
Si	2.732	16.334	6.808	0.007	0.001	0.004
Si	5.437	2.735	6.786	0	0	0
Si	2.722	5.444	6.775	-0.003	0.007	-0.006
Si	5.436	8.145	6.777	0.005	0.003	-0.004
Si	2.723	10.892	6.812	-0.008	0.009	0.001
Si	5.443	13.615	6.799	0.001	-0.004	0.002
Si	8.14	16.331	6.805	-0.004	-0.006	-0.001
Si	10.849	2.708	6.803	0	0.002	0.002
Si	8.152	5.432	6.782	0.009	0.003	0.003
Si	10.89	8.16	6.787	0.006	-0.015	-0.002
Si	8.153	10.875	6.806	-0.002	0.004	0.005
Si	10.878	13.599	6.819	-0.002	-0.003	0
Si	13.603	16.319	6.809	-0.006	-0.011	0.004
Si	0.014	2.732	6.794	-0.003	0	0
Si	13.598	5.432	6.835	0.005	-0.008	0.01
Si	0.012	8.155	6.813	-0.001	-0.001	0.004
Si	13.592	10.859	6.803	0.005	0.002	-0.001
Si	0	13.593	6.79	-0.004	-0.005	0.002
Si	1.37	17.693	8.159	0.009	0.008	0.002
Si	4.074	4.086	8.147	0.004	-0.004	0.003
Si	1.375	6.796	8.161	-0.004	0.008	-0.004
Si	4.087	9.515	8.149	-0.001	-0.003	-0.005
Si	1.355	12.241	8.165	0.003	-0.01	0.001
Si	4.081	14.964	8.166	-0.004	-0.006	-0.004
Si	6.79	17.695	8.161	0.008	0	-0.003
Si	9.507	4.082	8.159	-0.001	-0.001	-0.004
Si	6.795	6.793	8.145	-0.005	0.001	-0.007
Si	9.523	9.515	8.153	0.006	0.008	-0.013
Si	6.799	12.247	8.16	0.001	0.001	-0.002
Si	9.507	14.964	8.161	-0.004	-0.007	-0.002
Si	12.228	17.674	8.157	-0.009	-0.006	0
Si	14.964	4.067	8.171	-0.019	0	-0.001
Si	12.24	6.809	8.17	0.016	0.007	0
Si	14.959	9.509	8.165	-0.007	-0.007	0.003
Si	12.244	12.235	8.164	0.003	0.005	-0.004
Si	14.966	14.955	8.157	0.007	0.008	-0.001
Si	0.008	16.321	9.509	-0.001	-0.005	-0.001
Si	2.723	2.729	9.52	-0.003	-0.001	0.002
Si	0.005	5.437	9.519	0.001	-0.002	0.001
Si	2.727	8.161	9.519	0.004	0.001	-0.002
Si	-0.002	10.876	9.521	-0.006	0.006	-0.004
Si	2.719	13.601	9.521	-0.005	-0.003	-0.003
Si	5.438	16.328	9.522	-0.005	0.003	0.001
Si	8.154	2.724	9.524	0	0.005	0
Si	5.437	5.44	9.511	0.001	0.009	-0.003
Si	8.156	8.154	9.506	0.003	-0.012	-0.006
Si	5.439	10.88	9.513	0.007	-0.001	-0.005
Si	8.156	13.605	9.524	0.001	0	0
Si	10.874	16.318	9.521	0	-0.002	-0.003
Si	13.595	2.709	9.52	0.01	-0.003	0
Si	10.877	5.439	9.516	0.001	0.004	-0.003
Si	13.603	8.158	9.532	-0.007	0.003	0.002
Si	10.88	10.877	9.517	-0.003	0.001	-0.002
Si	13.605	13.598	9.519	0.002	-0.009	0.002
Si	1.36	14.961	10.878	0.012	-0.004	-0.001
Si	4.077	17.685	10.88	-0.003	0.005	0.005
Si	1.359	4.078	10.883	0.004	0.002	0
Si	4.081	6.796	10.877	0.006	-0.002	0.002
Si	1.361	9.517	10.88	-0.008	-0.002	0.001
Si	4.078	12.239	10.879	-0.003	-0.004	-0.001
Si	6.798	14.968	10.883	0.005	-0.006	0
Si	9.52	17.685	10.881	-0.002	0.001	-0.002
Si	6.793	4.081	10.879	0	-0.002	0.002
Si	9.513	6.798	10.87	-0.002	0.01	-0.003
Si	6.799	9.518	10.87	0.001	0.008	-0.003
Si	9.524	12.243	10.874	0.001	-0.003	0
Si	12.243	14.961	10.876	-0.001	0.002	0
Si	-1.355	17.673	10.874	-0.01	-0.012	-0.001
Si	12.24	4.077	10.877	-0.003	0.002	0.001
Si	-1.355	6.792	10.884	-0.003	0.007	0.002
Si	12.241	9.523	10.881	0.002	-0.003	0.002
Si	-1.356	12.242	10.88	0.004	0	0
Si	2.718	16.321	12.236	-0.004	-0.003	-0.003
Si	5.432	2.725	12.241	0.004	-0.004	0
Si	2.721	5.434	12.24	-0.006	0.006	0
Si	5.437	8.159	12.233	0	-0.003	-0.001
Si	2.714	10.883	12.241	0.005	-0.002	0.004
Si	5.436	13.605	12.24	0	0.001	0.004
Si	8.157	16.332	12.241	0.004	0	0.005
Si	10.887	2.718	12.246	-0.001	-0.003	0.005
Si	8.161	5.436	12.234	-0.002	0.007	0.001
Si	10.873	8.159	12.226	-0.006	-0.006	0
Si	8.159	10.883	12.225	0.004	-0.001	0
Si	10.886	13.602	12.235	-0.002	-0.006	0.005
Si	13.609	16.318	12.236	0.011	-0.001	0.001
Si	0.002	2.711	12.241	0.001	0	0
Si	13.605	5.428	12.241	-0.002	0.002	0.004
Si	0.006	8.151	12.243	0.001	0.001	0.002
Si	13.607	10.882	12.237	-0.002	0.008	0.006
Si	0	13.604	12.242	-0.011	-0.002	0.001
Si	1.357	17.666	13.604	0.005	-0.009	0.001
Si	4.066	4.071	13.608	-0.003	0.005	-0.003
Si	1.36	6.783	13.605	0.007	-0.002	-0.001
Si	4.067	9.511	13.594	0.003	-0.001	0.009
Si	1.357	12.248	13.606	-0.003	0.004	0.01
Si	4.078	14.971	13.601	-0.003	-0.003	0.002
Si	6.792	17.692	13.601	-0.011	0.014	0.001
Si	9.522	4.079	13.601	0.001	-0.001	0.007
Si	6.795	6.792	13.585	0.007	0.005	0.003
Si	9.52	9.528	13.583	-0.008	0.001	0.001
Si	6.804	12.243	13.588	0.006	-0.008	0.004
Si	9.528	14.973	13.587	0.002	-0.001	0.004
Si	12.266	17.684	13.602	0.005	-0.012	-0.002
Si	-1.356	4.065	13.607	0	-0.003	0.008
Si	12.227	6.792	13.579	-0.008	0.018	-0.004
Si	-1.354	9.518	13.594	0.001	-0.006	0.005
Si	12.26	12.252	13.594	-0.001	-0.003	0.01
Si	-1.355	14.967	13.606	-0.006	0.005	0.002
Si	-0.004	16.324	14.982	0.003	-0.005	-0.001
Si	2.716	19.012	14.97	-0.006	0.001	0.003
Si	0.015	5.407	14.97	0.001	0.005	-0.002
Si	2.709	8.147	14.966	0.001	-0.004	-0.007
Si	0.002	10.877	14.964	-0.005	-0.005	0.006
Si	2.706	13.628	14.963	0.006	0.008	0.002
Si	5.428	16.34	14.965	0.004	-0.002	-0.007
Si	8.149	19.052	14.961	-0.006	-0.01	-0.003
Si	5.429	5.44	14.949	-0.003	0.004	0.003
Si	8.162	8.154	14.928	-0.005	-0.002	0
Si	5.434	10.877	14.934	-0.003	0	-0.002
Si	8.159	13.622	14.94	0	0.004	0.002
Si	10.908	16.317	14.945	-0.006	0.002	-0.003
Si	13.621	19.03	14.991	0.006	-0.005	0.007
Si	10.893	5.43	14.962	0.005	0.011	0.001
Si	13.588	8.149	14.925	-0.008	-0.01	-0.006
Si	10.889	10.893	14.931	0.003	-0.003	0.002
Si	13.617	13.607	14.971	0.001	0	-0.001
O	5.516	13.652	22.123	0.106	0.167	0.278
O	-0.676	16.286	28.151	0.063	0.236	-0.478
O	-2.765	16.26	22.159	-0.071	-0.088	0.476
O	-0.07	8.117	22.089	-0.02	0.037	0.538
O	12.297	9.932	23.09	0.131	0.493	0.083
O	6.835	11.961	27.518	-0.024	-0.177	0.294
O	1.7	8.329	25.333	-0.253	-0.311	-0.39
O	-3.21	7.76	30.167	-0.29	-0.39	0.254
O	11.845	14.545	23.044	0.473	-0.082	0.335
O	10.852	19.13	22.265	0.153	0.131	0.529
O	0.556	17.524	33.38	-0.09	0.064	-0.407
O	7.679	9.973	32.334	-0.41	-0.334	-0.478
O	11.424	6.472	33.364	0.082	0.115	-0.575
O	-3.148	21.111	32.425	0.081	0.066	-0.593
O	-0.015	10.174	24.665	0.013	-0.206	-0.079
O	2.27	15.888	32.399	0.591	0.139	-0.035
O	8.212	10.961	22.117	-0.14	0.014	0.382
O	2.408	10.097	32.397	-0.213	0.111	-0.242
O	8.891	14.586	33.437	-0.176	-0.019	-0.57
O	5.795	16.434	27.08	-0.446	-0.404	0.433
O	-0.042	18.793	25.326	0.091	-0.099	0.465
O	1.313	20.371	23.643	-0.006	0.031	0.201
O	7.298	20.769	23.245	0.12	-0.186	0.372
O	-1.116	7.585	31.986	0.019	-0.229	-0.276
O	0.887	14.367	25.677	-0.398	0.356	-0.14
O	6.107	11.901	33.284	-0.159	0.135	-0.559
O	9.539	8.093	32.531	-0.231	-0.184	-0.344
O	2.871	20.145	28.73	-0.307	0.235	-0.023
O	4.281	7.832	22.51	-0.162	0.234	0.284
O	0.678	11.928	33.331	-0.041	0.097	-0.271
O	9.07	17.395	23.104	-0.219	0.102	0.507
O	8.21	21.249	32.697	0.302	0.224	-0.356
O	3.374	20.06	33.319	-0.11	0.093	-0.239
O	-1.23	18.055	23.176	0.199	0.015	0.265
O	11.837	9.756	28.871	-0.46	-0.018	-0.101
O	11.505	17.367	33.408	-0.009	0.231	-0.198
O	8.411	15.663	30.178	0.187	0.049	0.384
O	1.19	12.123	27.008	0.501	0.122	-0.183
O	7.128	19.189	31.64	0.005	-0.133	0.133
O	10.059	10.389	31.416	0.124	-0.142	-0.378
O	8.567	8.588	30.143	-0.261	0.313	-0.42
O	-1.001	19.57	32.603	0.249	0.335	-0.289
O	8.965	6.356	22.745	0.09	-0.287	0.258
O	4.384	12.412	30.544	0.1	-0.174	0.243
O	-1.418	14.612	30.034	-0.563	0.248	0.344
O	9.395	18.857	32.893	-0.24	-0.237	-0.121
O	4.981	11.71	25.626	0.212	0.293	-0.163
O	2.806	5.623	22.259	-0.01	0.237	0.563
O	7.236	14.266	26.347	-0.294	-0.326	-0.586
O	7.29	15.449	22.864	0.079	0.002	0.316
O	-0.25	10.56	28.498	-0.163	-0.266	-0.259
O	7.685	19.882	29.03	0.122	-0.732	0.243
O	1.121	7.041	27.57	-0.049	-0.311	-0.102
O	-2.212	19.275	27.923	0.397	-0.199	0.149
O	4.135	11.648	23.082	-0.046	-0.341	-0.031
O	3.095	15.845	25.232	0.092	-0.146	0.551
O	7.158	16.157	32.453	-0.313	0.469	-0.208
O	12.39	4.815	23.112	-0.438	-0.01	0.387
O	4.33	11.479	28.165	-0.146	0.043	-0.002
O	8.498	7.417	27.631	0.185	0.531	-0.408
O	3.088	13.321	24.728	0.119	0.197	0.122
O	-3.128	18.699	31.386	-0.698	0.039	0.106
O	5.569	18.994	22.253	0.048	-0.063	0.544
O	4.462	8.394	32.483	0.289	-0.055	-0.228
O	11.565	12.063	30.156	-0.184	0.691	-0.312
O	-0.862	21.634	28.099	0.306	-0.053	-0.385
O	11.169	6.05	26.531	-0.579	-0.023	-0.22
O	6.422	9.361	22.976	0.209	0.113	0.359
O	8.724	13.73	28.413	0.203	-0.511	0.609
O	10.458	12.845	32.379	0.038	0.332	-0.284
O	3.449	14.868	30.36	0.002	0.054	-0.322
O	-2.607	10.384	25.187	0.029	-0.181	0.433
O	-1.631	11.589	23.06	-0.534	-0.362	-0.091
O	3.508	17.849	27.662	-0.155	-0.537	0.364
O	9.536	20.087	30.74	0.454	-0.073	-0.118
O	-1.092	13.737	32.524	-0.652	0.231	-0.199
O	-2.645	16.305	32.31	0.542	-0.193	-0.103
O	8.389	16.223	27.635	0.242	0.502	0.029
O	-2.602	11.565	28.798	0.03	0.339	-0.6
O	8.277	6.328	25.168	0.394	0.184	-0.013
O	10.713	7.444	29.102	0.141	-0.122	0.17
O	-3.948	11.076	32.489	0.394	0.264	-0.25
O	10.808	8.102	22.066	0.068	-0.119	0.4
O	1.688	15.063	23.243	0.096	0.474	0.068
O	5.884	19.047	27.3	0.239	-0.078	-0.084
O	-2.247	9.32	33.403	-0.167	-0.018	-0.023
O	6.125	17.133	30.349	-0.141	0.068	-0.483
O	0.916	18.392	28.416	-0.327	0.137	0.178
O	-0.76	13.732	27.654	-0.194	-0.26	0.356
O	-0.026	13.473	22.179	0.113	-0.129	0.437
O	4.454	13.9	32.62	-0.185	0.471	0.045
O	4.772	19.398	30.385	0.008	-0.212	-0.043
O	1.853	9.587	22.92	0.53	0.216	0.164
O	-1.834	6.415	23.008	0.151	0.094	0.398
O	-0.682	12.14	30.522	0.391	-0.121	0.36
O	1.741	21.948	32.439	-0.516	0.167	-0.225
O	1.01	14.059	30.974	0.194	-0.562	-0.034
O	11.439	12.038	27.547	0.02	0.274	0.114
O	6.397	6.819	23.493	-0.371	-0.293	-0.205
O	11.926	19.803	26.545	-0.307	-0.038	-0.494
O	9.939	12.734	22.975	-0.122	-0.029	0.069
O	-0.952	12.464	25.431	-0.376	0.178	-0.217
O	11.971	8.3	25.134	-0.152	-0.007	-0.044
O	6.13	7.107	26.586	-0.337	-0.27	0.085
O	2.37	7.804	31.037	-0.26	0.208	-0.13
O	-2.586	18.211	25.495	-0.182	-0.318	-0.233
O	-1.731	20.404	24.248	0.34	-0.007	-0.116
O	2.099	11.483	29.409	-0.271	0.333	0.334
O	2.221	18.074	24.182	-0.321	-0.14	-0.413
O	11.057	10.702	25.324	-0.561	-0.069	-0.079
O	-2.916	6.14	25.321	0.58	-0.019	0.237
O	5.691	9.602	27.108	0.341	0.008	0.079
O	1.339	16.433	29.962	0.423	0.24	-0.104
O	6.174	6.537	33.315	-0.05	0.028	-0.268
O	6.063	14.51	30.617	0.122	-0.42	-0.223
O	4.982	18.082	32.585	0.2	-0.606	-0.159
O	1.059	5.81	29.904	-0.247	-0.281	-0.212
O	-3.458	7.752	27.513	0.306	0.12	0.016
O	7.624	16.603	25.162	-0.116	0.488	-0.014
O	3.601	21.821	30.569	0.264	0.3	0.019
O	2.602	10.765	25.042	-0.158	0.025	0.614
O	5.338	21.208	28.67	0.035	0.674	-0.019
O	2.103	19.652	26.297	0.216	0.519	0.054
O	-3.058	15.018	27.994	-0.076	-0.54	-0.242
O	1.935	9.599	27.606	0.419	0.095	0.046
O	10.692	15.534	28.704	0.115	-0.018	-0.046
O	4.133	16.884	22.963	0.242	-0.307	-0.019
O	-0.721	7.622	29.374	-0.072	0.14	-0.303
O	9.523	15.045	24.196	-0.059	-0.083	0.548
O	-1.772	20.615	30.249	0.351	0.172	-0.014
O	4.623	17.964	25.304	0.392	0.306	-0.18
O	-1.035	17.524	30.359	0.116	0.178	0.248
O	-3.581	16.638	29.922	-0.168	-0.086	0.273
O	10.152	20.679	28.258	-0.071	-0.331	-0.092
O	-1.651	9.767	30.56	-0.239	0.292	0.306
O	12.216	17.372	27.474	-0.368	-0.015	-0.183
O	-3.57	21.393	28.437	-0.184	0.253	0.356
O	9.095	12.236	26.292	-0.135	-0.345	-0.223
O	8.622	5.965	29.721	-0.178	0.021	0.138
O	3.648	7.772	27.069	0.031	-0.567	0.601
O	3.945	9.838	30.311	0.557	-0.425	-0.391
O	11.203	13.316	25.231	0.655	0.395	0.288
O	4.849	8.573	24.882	-0.411	0.353	-0.044
O	7.38	21.273	27.015	0.486	-0.448	-0.384

Results
total energy: -101657.159 eV
total energy less fixed offsets of O -438.35, Si -107.03 eV per atom: -3.959 eV
